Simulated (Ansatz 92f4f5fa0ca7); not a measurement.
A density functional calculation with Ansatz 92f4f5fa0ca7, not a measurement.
Periodic cell of 276 atoms, Si168O108, from a study of silicon, its oxide and their interface. The atomic structure is a simulated model.

Settings: functional r2SCAN; potential files Ansatz PAW; basis plane waves; wave-function cutoff 800 eV; density cutoff ratio 5; exchange-correlation grid ratio 1; k mesh 1 x 1 x 1, Gamma-centred; self-consistency stop 5e-08 eV per atom in the density residual; occupations fixed; spin none; net charge 0.

Cell vectors (angstrom)
a  11.6015  0  0
b  0  13.3963  0
c  0  0  30.8799

Atoms and the computed forces on them: element, x, y, z (angstrom), force x, y, z (eV/angstrom)
Si  11.5876  -0.1284  24.0904  0.0164  -0.0899  -0.3508
Si  3.8403  0.0422  24.2142  -0.0359  -0.0003  -0.426
Si  7.7095  0.0613  24.0234  0.017  0.0135  -0.349
Si  1.9181  3.3931  24.1805  -0.043  0.0289  -0.3942
Si  6.0096  3.3973  24.1986  0.1143  0.0213  -0.3414
Si  9.6201  3.3471  24.2506  -0.0691  0.0112  -0.3715
Si  11.4552  6.6734  24.0864  -0.0694  -0.0505  -0.3573
Si  3.7462  6.642  24.2616  -0.0692  -0.0165  -0.3607
Si  7.6937  6.7767  24.2306  0.0303  0.0514  -0.3779
Si  2.0028  10.0326  24.1994  0.0999  0.0012  -0.378
Si  5.7343  10.038  24.2336  -0.0406  -0.0475  -0.3766
Si  9.6011  10.059  24.073  -0.0244  -0.0211  -0.3379
Si  11.6038  2.1648  24.832  -0.0016  0.0375  0.0132
Si  3.9383  2.3131  24.8486  -0.021  -0.0229  0.0045
Si  7.7717  2.174  25.1133  -0.0088  0.0405  -0.0274
Si  1.7958  5.5933  25.0125  0.0431  -0.0074  -0.01
Si  5.7637  5.6101  24.9542  0.0186  -0.0047  -0.0168
Si  9.5932  5.5877  25.0166  0.0139  0.0072  -0.0048
Si  11.5712  8.9386  24.8078  -0.0133  0.0069  -0.0168
Si  3.8534  8.8757  25.0527  -0.0116  0.0291  0.0055
Si  7.7124  8.9842  25.0003  -0.0049  -0.0216  -0.0072
Si  1.9292  12.2688  24.9893  0.0043  -0.0003  0.0012
Si  5.7969  12.3103  24.9021  -0.0164  -0.0021  -0.0283
Si  9.6024  12.2821  24.8743  0.0245  -0.0014  -0.0221
Si  11.5936  2.1966  27.2505  -0.0033  -0.0106  0.0156
Si  3.8841  2.2605  27.2615  0.0029  0.005  0.0137
Si  7.7411  2.1921  27.4354  -0.0001  -0.0083  -0.0416
Si  1.8727  5.578  27.3632  -0.0082  -0.001  -0.0149
Si  5.7792  5.5787  27.3283  -0.0011  0.0063  -0.0033
Si  9.6443  5.584  27.3671  -0.0068  -0.0047  -0.0191
Si  11.5837  8.9286  27.233  -0.0003  -0.0008  0.0223
Si  3.8538  8.9029  27.3923  -0.0005  -0.0095  -0.026
Si  7.7237  8.9454  27.3571  -0.0012  0.008  -0.0159
Si  1.919  12.2725  27.3466  0.0009  -0.0046  -0.0209
Si  5.7964  12.2848  27.2939  0.0026  0.0007  0.0081
Si  9.637  12.2659  27.2767  -0.0022  -0.0026  0.0092
Si  1.9441  1.127  28.0869  -0.0036  -0.0038  -0.0083
Si  5.7758  1.1056  28.1253  0.0139  0.0076  -0.002
Si  9.69  1.0816  28.1241  -0.0105  0.0072  0.0005
Si  11.5672  4.4246  28.1173  0.005  0.0161  -0.0028
Si  3.8394  4.4708  28.111  0.0016  0.0062  -0.0069
Si  7.7124  4.4591  28.1267  0.0059  0.0007  0.0127
Si  1.8895  7.8152  28.1213  0.0111  0.0012  -0.0004
Si  5.8022  7.8015  28.1339  -0.0047  0.0056  0.0079
Si  9.6686  7.8286  28.1142  -0.0055  0.0015  -0.0041
Si  11.5745  11.1471  28.0913  0.0051  0.007  -0.0096
Si  3.8653  11.1582  28.113  -0.006  -0.0022  -0.0011
Si  7.7158  11.1749  28.1216  0.0037  -0.0026  -0.0076
Si  1.9336  1.1164  30.4849  0.0272  0.0833  -0.1372
Si  5.8008  1.1164  30.4849  -0.1466  -0.0412  0.0677
Si  9.6679  1.1164  30.4849  0.1288  -0.1109  0.11
Si  0  4.4654  30.4849  -0.072  -0.1674  -0.0339
Si  3.8672  4.4654  30.4849  -0.03  -0.0389  -0.0489
Si  7.7343  4.4654  30.4849  -0.0605  -0.0058  0.1167
Si  1.9336  7.8145  30.4849  -0.1347  0.0181  0.0398
Si  5.8008  7.8145  30.4849  0.0317  -0.039  0.1462
Si  9.6679  7.8145  30.4849  0.0509  0.0386  -0.0139
Si  0  11.1635  30.4849  -0.0829  -0.0596  -0.1563
Si  3.8672  11.1635  30.4849  0.045  0.0444  -0.0438
Si  7.7343  11.1635  30.4849  0.0092  0.0611  -0.0006
Si  0  0  0.3944  -0.0382  -0.0485  -0.006
Si  3.8672  0  0.3944  0.1119  -0.0827  0.0161
Si  7.7343  0  0.3944  0.0264  -0.1347  0.122
Si  1.9336  3.3491  0.3944  -0.0203  0.0187  0.002
Si  5.8008  3.3491  0.3944  -0.013  -0.0096  -0.2579
Si  9.6679  3.3491  0.3944  0.0958  0.1092  0.043
Si  0  6.6981  0.3944  -0.0432  -0.018  0.094
Si  3.8672  6.6981  0.3944  -0.0551  0.0574  -0.2134
Si  7.7343  6.6981  0.3944  0.1066  0.09  0.0642
Si  1.9336  10.0472  0.3944  0.0218  0.0266  -0.0558
Si  5.8008  10.0472  0.3944  -0.0057  -0.0298  0.0556
Si  9.6679  10.0472  0.3944  -0.1262  0.0663  0.1078
Si  11.6147  -0.0205  2.7637  0.0058  -0.0002  0.0068
Si  3.8994  -0.0266  2.7609  -0.0068  0.0033  0.0019
Si  7.7478  -0.0246  2.7851  0.0005  0.0063  0.0083
Si  1.9331  3.3415  2.7617  0.0042  -0.008  0.0024
Si  5.7947  3.3446  2.731  0.0048  -0.0023  -0.0184
Si  9.6787  3.3547  2.7688  -0.0061  -0.0122  0.0041
Si  11.5896  6.6839  2.7783  0.0034  0.0035  0.006
Si  3.8485  6.7072  2.74  0.006  -0.0074  -0.0088
Si  7.7564  6.709  2.7713  -0.0128  -0.0094  0.0066
Si  1.9226  10.0575  2.7602  0  -0.0025  -0.0003
Si  5.7881  10.0245  2.7715  0.0011  -0.002  0.0165
Si  9.6304  10.0598  2.7752  0.0153  -0.0065  0.0102
Si  11.6088  2.2026  3.5465  0.0018  -0.0088  0.0056
Si  3.8749  2.211  3.5071  0.006  -0.0068  0.0171
Si  7.7315  2.2347  3.4883  -0.001  0.0058  0.0261
Si  1.9419  5.5795  3.5552  0.0102  0.0049  0.004
Si  5.7958  5.5911  3.4516  -0.0025  0.0039  0.0416
Si  9.6629  5.5755  3.633  -0.0015  0.0023  -0.0187
Si  11.5732  8.9446  3.5046  -0.0026  0.0111  0.0256
Si  3.8385  8.9243  3.561  -0.0041  -0.0047  -0.0006
Si  7.709  8.9308  3.6213  -0.0051  0.0009  -0.0168
Si  1.9603  12.2884  3.5564  -0.0021  0.0034  0.0093
Si  5.8208  12.2323  3.6039  -0.0063  -0.0042  -0.0087
Si  9.6933  12.2768  3.6261  0.0027  0.0006  -0.0153
Si  11.6249  2.1629  5.9171  -0.0024  0.0255  0.0181
Si  3.9073  2.1853  5.8569  -0.0075  0.0119  0.0113
Si  7.7136  2.2349  5.8241  0.0024  -0.0211  -0.0061
Si  1.968  5.568  5.9267  -0.0311  -0.0192  0.0056
Si  5.786  5.5746  5.7788  -0.0014  -0.0131  0.0034
Si  9.6614  5.5483  6.0498  -0.0019  -0.0044  0.0003
Si  11.5386  8.9664  5.8516  0.0244  -0.0208  -0.0021
Si  3.7906  8.8846  5.9403  0.0119  0.011  0.0226
Si  7.6715  8.9082  6.0323  0.0255  -0.0131  0.0276
Si  1.9982  12.2929  5.9251  -0.0128  -0.0158  0.0063
Si  5.8383  12.1691  6.0081  0.0011  0.0264  0.0193
Si  9.7295  12.2747  6.042  -0.0188  -0.0054  0.0204
Si  2.0107  1.1216  6.7431  0.0419  0.0133  0.3521
Si  5.85  1.0382  6.6194  0.0736  0.0063  0.3933
Si  9.6111  1.1667  6.6863  -0.0742  0.0779  0.3509
Si  11.6663  4.392  6.6324  0.0953  -0.0278  0.3749
Si  3.9353  4.4032  6.6289  0.0729  -0.0374  0.3585
Si  7.6283  4.445  6.6683  -0.1209  0.0048  0.3618
Si  1.7896  7.8144  6.6816  -0.089  0.0456  0.3707
Si  5.6994  7.7289  6.7074  -0.0391  -0.081  0.3567
Si  9.6541  7.8378  6.7281  0.0466  0.0666  0.3537
Si  11.73  11.1585  6.7649  0.0919  -0.0176  0.3679
Si  3.8424  11.0837  6.7711  -0.0764  -0.0236  0.369
Si  7.8255  11.1359  6.8682  0.0232  0.0351  0.3651
O  4.1698  4.2404  8.276  -0.3175  0.1294  0.0227
O  5.5255  7.4531  8.3511  -0.1068  0.2487  0.0431
O  9.343  1.4406  8.3265  0.3507  -0.1411  0.0457
O  9.7913  8.066  8.3803  -0.2656  -0.1193  0.0435
O  2.211  1.1751  8.4024  0.106  0.1429  0.0366
O  6.0553  0.9844  8.266  -0.2265  -0.1481  0.0323
O  1.4399  7.9422  8.3204  0.2984  -0.2342  0.0125
O  0.4736  11.0973  8.4123  -0.2576  0.2444  -0.0188
O  3.6242  10.9566  8.4344  0.3325  0.0105  0.021
O  0.3608  4.2284  8.2682  -0.3366  -0.0059  0.0319
O  7.2225  4.4571  8.3028  0.3888  0.1747  -0.0209
O  7.9768  11.2299  8.5401  0.126  -0.1289  0.042
O  6.5829  3.4749  22.6156  0.2911  0.003  0.1043
O  2.3459  10.0495  22.5652  -0.2654  -0.1005  -0.0419
O  7.7432  0.2026  22.3422  -0.1488  0.1377  -0.0051
O  11.182  6.509  22.4341  0.3094  0.1086  0.0049
O  7.7947  6.9695  22.5728  -0.2049  -0.2654  -0.0329
O  0.0228  12.9438  22.4549  -0.044  -0.1255  -0.0177
O  9.482  10.0033  22.4034  -0.1047  0.2014  -0.0104
O  3.497  6.544  22.6145  0.2288  -0.1385  -0.056
O  5.5864  9.922  22.5794  0.1172  0.2251  -0.0448
O  9.3199  3.4015  22.6036  -0.3914  0.0291  0.1872
O  1.8008  3.5121  22.5329  0.1107  0.1623  -0.0359
O  3.7409  0.0604  22.5577  0.2393  -0.0506  -0.0461
Si  8.052  10.2676  16.7041  0.0599  0.0226  0.0113
Si  4.5089  10.9158  9.811  0.0181  -0.0002  0.0163
Si  9.0031  10.5818  20.9467  0.0063  0.0186  -0.0358
Si  5.0984  8.1131  9.7781  0.0256  -0.0003  0.026
Si  2.6999  1.672  9.8768  -0.0387  0.0404  0.0927
Si  7.2498  6.3427  21.1699  -0.052  -0.0076  0.023
Si  10.5362  6.8624  18.1435  -0.1137  -0.0698  0.0149
Si  3.4908  10.9411  12.7546  -0.018  0.045  -0.0575
Si  9.9138  6.0487  14.021  0.0294  -0.0098  0.0008
Si  9.831  1.5147  16.2447  0.0394  0.0047  0.0472
Si  5.5749  0.5283  9.7412  0.0628  0.0734  0.0387
Si  1.7074  9.6859  21.1092  0.0796  0.0322  -0.0213
Si  11.0693  4.0963  9.6134  0.0528  0.0226  -0.0065
Si  7.9581  3.5495  21.7021  0.0539  -0.0336  -0.1366
Si  3.0844  6.4597  14.2833  -0.0424  -0.0082  -0.0768
Si  7.2862  0.8147  20.8709  0.0343  0.0449  -0.1001
Si  10.2164  1.1875  9.6824  0.0316  -0.004  0.0292
Si  10.9062  4.3988  16.5021  0.0065  -0.0079  0.0779
Si  8.0872  5.0083  9.564  -0.0345  -0.0386  -0.05
Si  1.9015  3.7421  15.2237  0.043  0.077  0.0569
Si  1.5683  13.0436  12.0018  -0.0208  0.0714  0.0348
Si  7.4628  1.6031  14.0984  0.0139  -0.012  0.0188
Si  11.5111  11.8496  9.7465  0.029  -0.0299  -0.0126
Si  5.0259  6.0283  11.9043  0.0337  0.0096  0.0694
Si  7.9572  0.041  11.514  -0.021  0.0709  0.0363
Si  11.5098  12.3316  20.9442  -0.019  0.0214  -0.0209
Si  11.4149  6.5389  11.4439  0.0241  0.0062  0.0714
Si  4.0286  8.659  19.4924  0.0114  -0.0004  -0.0619
Si  7.5009  4.48  12.581  -0.0662  0.0334  -0.0009
Si  0.7647  1.0515  14.5513  -0.058  -0.0931  -0.0159
Si  5.587  10.7538  15.0157  0.0006  -0.021  0.0546
Si  1.634  9.0065  14.5596  -0.093  -0.0394  0.0248
Si  4.1234  6.034  21.1957  0.0579  0.0075  0.0032
Si  4.3693  13.3536  21.0657  -0.0479  0.0186  -0.0166
Si  1.7857  1.1117  19.5797  -0.0033  -0.0123  -0.0958
Si  3.8213  8.4849  16.3259  0.0625  0.0521  0.0671
Si  2.7755  1.3455  16.6283  0.0727  -0.0097  0.0343
Si  8.0638  13.1843  17.9928  0.0354  -0.0013  0.0187
Si  8.1604  8.3979  18.9564  0.0109  -0.0765  -0.0626
Si  8.5487  10.8353  10.0275  -0.0016  -0.0136  0.0449
Si  5.8248  10.5369  21.0939  -0.0292  -0.0506  -0.0315
Si  10.5015  8.5458  15.6854  0.0008  0.0735  -0.0444
Si  5.5908  13.6986  16.1158  -0.0666  0.0174  0.0853
Si  2.0939  7.3465  9.688  -0.0089  0.0044  -0.005
Si  1.9998  4.0049  21.001  0.0407  -0.0216  0.0148
Si  3.3873  4.5481  9.668  -0.0487  -0.0194  -0.0189
Si  0.3338  6.7552  20.9971  -0.0588  0.0247  -0.0166
Si  9.0526  7.8477  9.8188  -0.0275  0.0041  0.039
O  9.3868  0.6132  17.5216  -0.3198  0.0192  -0.2758
O  9.3415  0.6887  10.9502  -0.1393  -0.0927  -0.2662
O  0.9049  4.5009  16.256  -0.2129  -0.2903  -0.2915
O  2.8904  12.4656  12.7756  -0.226  -0.2915  -0.2587
O  6.1149  5.2834  12.8424  0.093  -0.0202  -0.4236
O  1.0984  5.3395  20.6673  0.0737  0.0546  0.2218
O  10.1689  4.9196  15.1544  0.1771  0.1941  0.096
O  5.2025  12.1751  15.6962  0.2629  0.0116  -0.0877
O  2.4728  3.269  10.0905  0.3433  -0.0864  -0.2421
O  1.0487  2.6694  14.2932  0.1694  -0.1734  0.4354
O  7.8718  0.3501  13.1137  -0.1047  0.3077  -0.1894
O  5.6779  7.2642  11.0453  -0.3826  -0.1393  -0.1735
O  3.1747  0.4045  20.0661  -0.056  0.0735  0.1739
O  3.5334  4.5601  20.778  -0.312  0.3084  0.2515
O  2.3721  9.9635  13.4531  0.1584  -0.0034  0.1421
O  4.2767  1.3996  10.1287  -0.0992  -0.2033  -0.2475
O  4.0801  8.4075  17.9046  -0.1029  0.131  -0.0005
O  4.8855  11.8312  20.7942  0.1534  0.0745  0.2206
O  -0.0113  5.0435  10.8144  -0.2192  0.1866  -0.2371
O  3.8967  6.9956  15.616  -0.3329  0.331  -0.2357
O  9.1441  9.4182  19.798  -0.3483  0.035  0.068
O  7.3976  3.0131  13.2768  0.0754  0.0147  0.0214
O  5.712  5.8922  21.3611  -0.0128  0.2306  -0.067
O  7.9656  6.6362  9.6686  0.3786  -0.1379  -0.0037
O  7.6925  4.278  10.9638  0.0792  0.3257  0.0447
O  10.4017  2.9058  16.8473  0.0281  0.0376  -0.3733
O  9.504  9.7015  16.2347  -0.1629  -0.2473  0.0302
O  7.3212  7.4701  20.0057  0.2148  -0.0382  0.075
O  10.9954  2.55  10.1195  -0.2007  0.0528  -0.3421
O  6.0341  1.2117  14.817  0.3199  -0.1853  0.2083
O  3.9253  6.6543  12.9092  0.0845  -0.2393  0.0761
O  8.986  7.3069  18.0924  0.2774  0.2442  0.2788
O  11.1987  6.2749  13.0338  -0.3229  0.0258  -0.1556
O  1.1182  7.4309  10.9994  -0.0798  -0.3288  -0.2761
O  8.3264  9.2329  10.3036  0.2763  0.0505  -0.2874
O  11.2458  7.759  16.9477  -0.444  -0.0657  -0.0456
O  0.6981  10.9102  20.7464  0.0508  0.0412  0.2196
O  6.766  0.368  17.2192  0.0889  -0.2243  -0.1432
O  4.2784  0.8386  16.893  -0.1043  -0.0037  -0.3362
O  0.0435  9.2925  14.767  0.1724  -0.3738  0.225
O  2.8071  9.6519  19.9122  0.0667  -0.3209  0.277
O  6.7377  0.8577  10.8148  0.0353  -0.3933  -0.132
O  5.3963  9.3895  20.0132  -0.255  0.1184  0.1948
O  7.8821  11.8275  11.1645  0.2238  0.2277  -0.2795
O  0.58  0.2261  13.1631  0.3991  0.0784  0.0574
O  8.0577  4.9515  20.8562  -0.3191  0.0408  0.4209
O  10.1239  7.3835  10.9396  0.0537  -0.1726  -0.2288
O  1.7907  7.4381  14.1224  0.3615  0.188  0.2209
O  10.1503  11.0791  10.154  -0.0833  0.2054  -0.2009
O  11.2648  13.402  9.2991  -0.2542  -0.1122  0.2418
O  4.4158  4.921  10.8703  -0.1291  0.2689  -0.0811
O  1.1179  8.1711  21.2288  -0.0102  0.0366  -0.0693
O  2.6835  4.8811  14.3678  -0.1322  0.1485  0.2429
O  10.999  0.7854  15.3854  0.0848  0.3743  0.026
O  9.9499  11.8939  20.612  0.1429  -0.2545  0.2285
O  7.3462  9.2356  17.7934  0.4432  0.0727  0.0376
O  2.4017  5.7905  9.3802  0.2254  0.1169  0.1787
O  2.9508  2.8973  16.1348  -0.4672  -0.2581  -0.1809
O  11.0519  7.0706  19.6678  0.0847  -0.1435  -0.0551
O  8.2793  11.634  17.5603  -0.1685  0.0604  -0.1113
O  2.0343  0.4997  15.4321  -0.1605  0.5027  0.0682
O  5.2837  12.3315  9.8614  -0.1397  0.0639  -0.072
O  7.1934  10.5362  15.3196  -0.244  0.0187  0.3539
O  8.6735  5.4574  13.1492  0.0506  -0.1183  0.0387
O  7.8054  13.344  19.5924  -0.0995  0.1842  -0.0578
O  4.9682  10.8276  13.4841  -0.2871  0.0125  0.2384
O  8.5766  1.7914  15.256  0.0397  -0.1674  -0.0279
O  1.8492  1.2088  17.9565  0.2697  0.0366  0.046
O  3.6425  10.6377  11.1599  0.2373  0.1796  0.0366
O  5.6541  0.9379  20.8624  0.1205  -0.3674  0.1074
O  10.6058  5.2832  17.8174  0.0841  0.281  -0.3548
O  3.7871  7.1681  20.0918  0.1616  0.0925  0.2288
O  9.6379  7.4816  14.7704  0.3787  -0.1431  0.0772
O  4.9551  9.439  15.6951  -0.201  0.1246  -0.0271
O  0.879  11.8723  11.0697  -0.0642  0.3769  -0.1343
O  3.4761  8.1358  9.9694  0.0881  -0.2683  -0.1736
O  7.9131  2.3054  20.6577  -0.2075  -0.0811  0.4642
O  9.6128  4.6422  9.1617  -0.0135  -0.033  0.2791
O  0.5173  0.133  19.9875  0.2176  -0.0821  0.183
O  1.6584  2.6721  20.109  0.1625  -0.0644  0.1193
O  5.5829  9.6767  9.7482  -0.4712  -0.0804  -0.0144
O  7.4022  10.942  20.9707  0.0035  -0.2266  0.0288
O  1.9006  0.9025  11.0431  0.1392  -0.1825  -0.1025
O  2.3724  9.1794  16.0134  0.2593  -0.3233  -0.4098

Results
free energy: -169056.357 eV
free energy less fixed offsets of O -570.45, Si -639.56 eV per atom: -1.677 eV

The program warned: the cutoff lies below the one the program advises for these potential files; the forces do not sum to zero within the program's tolerance; empty levels may hold ghost states of the PAW files; the exchange-correlation potential is rough where the density is thin.
